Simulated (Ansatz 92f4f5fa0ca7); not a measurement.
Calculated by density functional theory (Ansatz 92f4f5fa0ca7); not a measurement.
Periodic cell of 215 atoms, Si133O82, from a study of silicon, its oxide and their interface. The atomic structure is a simulated model.
Doubt: the cutoff is far below the 930 eV that the study's wrapper takes by default for these files, so forces and energies are approximate.
This geometry differs little from another in the collection (a relaxation step or a small displacement).

Settings: functional PBE; potential files Ansatz PAW; basis plane waves; wave-function cutoff 580 eV; density cutoff ratio 5; exchange-correlation grid ratio 1; k mesh 1 x 1 x 1, Gamma-centred; self-consistency stop 5e-08 eV per atom in the density residual; occupations fixed; spin none; net charge 0.

Cell vectors (angstrom)
a	10.938	0	0
b	0	10.938	0
c	0	0	31.5681

Atoms: element, x, y, z (angstrom)
Si	0.5028	-0.3755	24.1843
Si	5.0382	0.6495	24.1588
Si	3.2631	2.3662	24.1309
Si	7.865	3.3279	24.1725
Si	-0.6618	5.9571	24.0594
Si	6.1568	5.031	24.3307
Si	2.2109	8.8229	24.2078
Si	8.6468	7.7896	24.283
Si	1.4591	1.415	25.3809
Si	6.8688	1.4896	25.3716
Si	4.2	4.1384	25.375
Si	9.5738	4.207	25.4971
Si	1.2892	6.8717	25.2317
Si	6.9191	6.8578	25.5722
Si	4.0975	9.6956	25.3524
Si	9.6493	9.5934	25.4146
Si	2.7391	0.0296	26.8177
Si	8.2022	0.0203	26.7206
Si	0.0242	2.7464	26.7396
Si	5.4823	2.7616	26.8183
Si	2.7135	5.501	26.6697
Si	8.215	5.472	26.9147
Si	0.0125	8.1797	26.791
Si	5.4339	8.2554	26.7469
Si	4.1018	1.3673	28.1499
Si	9.5708	1.3673	28.1499
Si	1.3673	4.1018	28.1499
Si	6.8362	4.1018	28.1499
Si	4.1018	6.8362	28.1499
Si	9.5708	6.8362	28.1499
Si	1.3673	9.5708	28.1499
Si	6.8362	9.5708	28.1499
Si	0	0	29.5171
Si	5.469	0	29.5171
Si	2.7345	2.7345	29.5171
Si	8.2035	2.7345	29.5171
Si	0	5.469	29.5171
Si	5.469	5.469	29.5171
Si	2.7345	8.2035	29.5171
Si	8.2035	8.2035	29.5171
Si	1.3673	1.3673	30.8844
Si	6.8362	1.3673	30.8844
Si	4.1018	4.1018	30.8844
Si	9.5708	4.1018	30.8844
Si	1.3673	6.8362	30.8844
Si	6.8362	6.8362	30.8844
Si	4.1018	9.5708	30.8844
Si	9.5708	9.5708	30.8844
Si	2.7345	0	0.6835
Si	8.2035	0	0.6835
Si	0	2.7345	0.6835
Si	5.469	2.7345	0.6835
Si	2.7345	5.469	0.6835
Si	8.2035	5.469	0.6835
Si	0	8.2035	0.6835
Si	5.469	8.2035	0.6835
Si	4.1018	1.3673	2.0507
Si	9.5708	1.3673	2.0507
Si	1.3673	4.1018	2.0507
Si	6.8362	4.1018	2.0507
Si	4.1018	6.8362	2.0507
Si	9.5708	6.8362	2.0507
Si	1.3673	9.5708	2.0507
Si	6.8362	9.5708	2.0507
Si	0	0	3.418
Si	5.469	0	3.418
Si	2.7345	2.7345	3.418
Si	8.2035	2.7345	3.418
Si	0	5.469	3.418
Si	5.469	5.469	3.418
Si	2.7345	8.2035	3.418
Si	8.2035	8.2035	3.418
Si	1.4094	1.3185	4.7541
Si	6.8586	1.3558	4.8369
Si	4.0694	4.1016	4.6829
Si	9.5733	4.0703	4.9051
Si	1.3661	6.7864	4.8241
Si	6.8334	6.8074	4.7631
Si	4.1104	9.5305	4.8535
Si	9.5239	9.6168	4.6779
Si	2.6971	-0.0583	6.2085
Si	8.1929	-0.1069	6.201
Si	0.0483	2.5633	6.2133
Si	5.4095	2.7849	6.0499
Si	2.6411	5.2355	6.1606
Si	8.1083	5.4736	6.2518
Si	-0.0853	8.2497	5.9868
Si	5.4112	8.0427	6.203
Si	3.7345	1.7507	7.3162
Si	10.0421	0.7503	7.436
Si	1.889	3.3429	7.5209
Si	6.2076	4.5352	7.4279
Si	4.2846	6.2742	7.4214
Si	9.088	7.3883	7.2698
Si	0.929	9.8042	7.4257
Si	7.2028	9.0251	7.4081
O	6.6179	3.7876	8.8678
O	6.6722	9.4958	8.939
O	9.9186	7.1686	8.7157
O	1.4483	8.8634	8.7283
O	4.492	1.4169	8.7735
O	1.6394	3.4431	9.1885
O	9.4697	1.4542	8.8305
O	3.2637	6.6658	8.7316
O	7.9635	8.257	22.8489
O	8.3969	3.322	22.5651
O	6.2032	5.54	22.7433
O	2.8547	2.8473	22.5667
O	11.1329	11.039	22.6131
O	-0.7776	5.3667	22.4732
O	2.4905	8.6575	22.582
O	5.6594	0.5333	22.6234
Si	9.4374	1.7237	10.4296
Si	4.0971	11.9538	10.2991
Si	7.5575	4.1415	10.1452
Si	6.6811	6.8341	11.3248
Si	-3.0528	7.4938	17.0646
Si	5.1692	6.0771	21.6259
Si	7.5782	6.3505	14.1276
Si	10.52	2.1933	19.5754
Si	2.7386	-2.8494	9.3782
Si	8.9729	-0.6983	12.3944
Si	12.496	2.5242	10.5562
Si	3.257	6.4429	14.9981
Si	-1.64	4.2839	21.5649
Si	9.0441	0.6936	14.9079
Si	6.6293	2.5133	16.9334
Si	-4.4126	-0.225	13.9385
Si	7.45	6.1755	19.7614
Si	10.7654	-0.3644	21.0917
Si	9.3339	6.4582	10.0396
Si	16.3566	4.2613	14.6852
Si	2.4622	9.1028	16.3536
Si	-1.3174	2.9957	16.6357
Si	3.5734	8.5829	21.3808
Si	2.3244	3.002	18.7845
Si	-0.7407	7.3384	12.6307
Si	5.6967	-0.1579	21.1541
Si	3.4376	3.782	21.3623
Si	8.1892	8.8039	21.3383
Si	12.0544	4.9405	16.5974
Si	5.127	2.3029	19.4372
Si	7.2767	10.3184	16.6177
Si	12.6818	9.0924	19.2515
Si	5.3555	9.2478	9.8706
Si	3.3636	10.7598	13.868
Si	2.2788	-2.8992	12.5956
Si	11.0483	-3.1993	17.2908
Si	3.5611	2.5995	12.6284
O	9.9555	1.9152	15.4467
O	24.7697	12.2924	13.5076
O	9.1394	0.2775	11.1174
O	5.8807	5.9196	20.1641
O	6.6765	0.8499	17.0942
O	4.8532	3.1718	20.7948
O	5.7508	0.8942	19.9227
O	-2.0467	4.9459	9.6329
O	7.5	1.0815	14.3554
O	9.4938	7.6412	16.9246
O	6.6444	5.1805	11.0823
O	3.3241	7.7407	16.0129
O	2.4172	3.9544	20.1103
O	6.9129	4.8285	14.2183
O	5.5743	3.068	15.8047
O	9.7836	-0.0367	13.6628
O	6.1807	3.0245	18.4243
O	4.6051	5.5642	15.2585
O	9.7149	-1.5987	21.1771
O	8.3686	5.0043	20.4223
O	3.2322	-3.9331	13.4496
O	6.7286	7.0939	12.9335
O	2.0318	3.897	17.4568
O	9.9997	0.8194	20.2679
O	-0.5576	6.4191	11.2814
O	4.4573	3.6327	13.5087
O	4.0005	9.0625	8.9762
O	7.0624	-1.0161	21.0126
O	10.919	2.2512	10.909
O	9.1845	-4.4068	13.6772
O	0.8812	8.6577	16.157
O	4.9273	10.5901	10.7129
O	3.7066	2.1504	18.6214
O	11.7136	6.2628	17.4672
O	4.2797	-0.9445	20.9954
O	-2.1013	10.6066	16.1768
O	1.1259	1.9635	19.1083
O	11.2901	8.4042	18.7554
O	4.972	-0.0399	13.57
O	10.6068	4.241	16.2677
O	4.8176	7.6439	21.8466
O	-2.7393	2.7692	10.8027
O	-2.9276	7.3009	10.5057
O	0.7721	-3.2794	13.1437
O	2.6841	-1.3346	12.9194
O	2.9551	10.3465	15.4065
O	9.5969	8.7765	12.1553
O	4.5848	13.0141	11.4472
O	6.4553	9.8103	15.296
O	7.271	8.9658	17.5531
O	7.5175	-4.6349	18.1272
O	7.3657	-0.9002	12.7089
O	9.7492	2.485	18.1747
O	8.0109	7.5953	20.2909
O	12.167	10.2275	20.3087
O	8.0202	3.2702	16.5263
O	2.5902	9.5889	17.9212
O	10.3392	3.3818	20.6778
O	2.2794	3.2866	11.835
O	5.5237	7.8577	10.7584
O	2.4397	-14.0185	10.9757
O	1.9576	5.4558	15.2868
O	7.3638	7.0591	15.5781
O	2.4196	1.0958	10.343
O	3.7537	5.2968	21.8577
O	2.748	8.078	20.0624

Results
free energy: -131182.370 eV
free energy less fixed offsets of O -568.88, Si -635.61 eV per atom: 1.920 eV

Forces (eV/angstrom), in the order of the atoms: element, x, y, z
Si	0.0055	-0.0013	0.007
Si	-0.0136	0.0094	0.0278
Si	0.011	-0.0135	0.018
Si	-0.0089	0.001	0.0162
Si	-0.0111	0.0067	0.0124
Si	0.0005	0.0031	0.0161
Si	0.0014	-0.0002	0.0071
Si	0.011	-0.009	0.013
Si	-0.0002	-0.0092	-0.0081
Si	-0.006	0.0065	-0.0003
Si	0.0063	-0.0052	0.0036
Si	-0.0023	0.0048	-0.0006
Si	0.0017	0.0144	-0.0036
Si	0.0038	-0.0092	-0.0013
Si	-0.0088	0.0026	-0.0057
Si	0.0029	-0.0032	0.0074
Si	-0.0011	0.0048	0.0051
Si	-0.0051	-0.0023	0.0047
Si	0.0016	0.0018	0.0046
Si	0.005	-0.0049	0.0078
Si	-0.0021	-0.0032	0.0027
Si	-0.0004	0.0006	0.0094
Si	-0.0073	-0.002	0.0057
Si	0.0059	-0.0043	0.0052
Si	0.1679	0.1342	0.3197
Si	0.0366	0.0639	-0.4436
Si	0.1868	0.1982	-0.4675
Si	-0.1102	-0.0985	0.7494
Si	-0.277	0.1297	-0.5565
Si	0.3441	0.223	0.6932
Si	0.0945	-0.1342	0.0768
Si	-0.0221	0.2219	-0.3609
Si	0.0012	-0.0539	-0.027
Si	0.0147	0.0756	0.0264
Si	0.1324	0.0264	-0.0051
Si	-0.0559	0.0515	0.0371
Si	0.0055	0.1371	0.036
Si	0.0762	-0.0852	-0.0002
Si	0.001	0.0449	0.0229
Si	0.1173	-0.0164	-0.0048
Si	-0.0262	0.0262	-0.0015
Si	0.0331	-0.0412	-0.0259
Si	-0.074	0.0395	0.0142
Si	0.0447	-0.0472	-0.0417
Si	0.0123	-0.0637	-0.0207
Si	-0.068	0.0594	-0.0011
Si	0.0144	-0.0509	-0.0335
Si	-0.0706	0.0329	0.0088
Si	0.0928	-0.0526	-0.0019
Si	-0.0162	0.0354	0.0425
Si	-0.0769	0.0584	-0.0021
Si	0.0792	-0.0486	-0.0126
Si	0.0036	0.0471	0.0431
Si	0.039	-0.0308	-0.0084
Si	0.0559	-0.037	-0.0102
Si	-0.0496	0.0656	0.0109
Si	-0.1106	0.0508	-0.0191
Si	0.143	0.043	-0.0453
Si	-0.056	-0.1542	-0.0256
Si	-0.0969	0.0164	0.0191
Si	0.0737	-0.0012	-0.043
Si	-0.1045	-0.0015	0.016
Si	-0.1379	-0.0202	0.0143
Si	-0.0197	-0.1213	-0.0335
Si	0.0773	0.2845	-0.5937
Si	0.0063	-0.1387	0.5441
Si	-0.1426	-0.328	-0.653
Si	0.2002	-0.0222	0.526
Si	-0.2392	-0.2857	0.4882
Si	-0.016	0.137	-0.5068
Si	0.0719	-0.2196	0.4371
Si	-0.3182	-0.1474	-0.4514
Si	-0.0007	0.0008	-0.0075
Si	0.0016	0.006	-0.0048
Si	-0.0019	-0.0031	0.0013
Si	0	0.0018	-0.0094
Si	0.0001	0.0049	0.0014
Si	-0.0008	-0.0003	-0.0064
Si	0.0024	-0.0035	-0.0038
Si	0.0055	0.0005	0.0006
Si	-0.0036	0.013	0.0007
Si	0.0072	-0.0045	0.0094
Si	0.0058	-0.0075	0.0111
Si	-0.0188	0.0011	0.0165
Si	0.0159	0.0046	0.0008
Si	-0.011	0.0129	0.0113
Si	-0.009	0.009	0.0051
Si	0.0112	-0.0041	0
Si	-0.0108	0.0072	-0.0176
Si	0.016	-0.0167	-0.0101
Si	0.0063	-0.0112	-0.0115
Si	-0.0024	0.0098	-0.0142
Si	0.0058	-0.0031	-0.0058
Si	-0.0025	-0.0023	-0.0088
Si	-0.0139	0.0119	-0.0075
Si	0.0033	-0.005	-0.0099
O	-0.002	-0.0076	-0.004
O	0.0037	0.0062	0.001
O	0.0087	0.0027	0.0042
O	-0.0026	0.0027	0
O	0.0045	-0.0062	0.0102
O	-0.0077	0.0025	0.0078
O	-0.0008	-0.0003	0.005
O	0	-0.0125	0.0015
O	0.0005	0.0083	-0.035
O	0.0098	-0.001	-0.011
O	-0.0063	0.0114	-0.0135
O	-0.0074	0.0095	-0.0092
O	-0.0094	0.0044	-0.0131
O	0.0074	-0.0099	-0.0038
O	0.0243	-0.0074	-0.0159
O	0.0062	-0.0078	-0.0199
Si	-0.0156	0.0097	-0.0057
Si	0.0073	-0.0209	-0.0103
Si	0.0054	0.0035	0.0002
Si	-0.0037	0.002	-0.012
Si	-0.0008	-0.0008	-0.0033
Si	0.0097	0.0309	0.0027
Si	-0.0034	-0.0084	-0.0038
Si	-0.0158	0.0036	0.0031
Si	-0.0129	-0.0008	0.0083
Si	-0.0025	-0.0007	-0.0081
Si	-0.0066	-0.0111	-0.0042
Si	-0.0009	-0.0057	-0.0035
Si	-0.0039	0.0007	-0.012
Si	-0.013	0.0039	-0.0005
Si	0.0082	-0.0044	-0.0082
Si	0.005	0.0118	0.005
Si	-0.0046	0.0029	0.0018
Si	0.0087	0.0053	0.0129
Si	-0.0066	0.0036	-0.0117
Si	0.0082	0.0047	-0.0003
Si	-0.0013	-0.009	-0.0057
Si	-0.0035	0.0075	-0.0076
Si	0.0132	-0.0107	0.0254
Si	-0.0018	0.0088	-0.0005
Si	0.0018	-0.0069	-0.0116
Si	0.0124	-0.0033	0.0085
Si	0.0071	0.002	0.0109
Si	-0.0174	-0.0062	0.0134
Si	-0.009	0.0038	-0.0114
Si	0.0087	-0.0029	0.0045
Si	-0.0036	0.0011	0.0005
Si	0.0017	0.0071	0.0053
Si	-0.0066	-0.0055	0.0032
Si	0.0072	-0.005	-0.0142
Si	0.0071	-0.0055	-0.0243
Si	-0.0008	-0.0049	-0.0057
Si	0.0086	-0.0025	0.003
O	0.002	-0.0015	0.0058
O	-0.0002	0.0037	0.0028
O	0.0036	0.0057	0.0051
O	0.003	0.0037	0.0159
O	-0.0005	0.0025	-0.0024
O	-0.0078	0.0009	0.0019
O	0.0007	0.0033	-0.0073
O	-0.0007	-0.0083	0.0043
O	0.0014	0.0004	0.0055
O	-0.0013	0.0005	0.0075
O	-0.002	0.007	0.0079
O	-0.0028	0.005	0.0016
O	-0.0033	-0.0016	-0.0034
O	-0.0043	0.0016	0.0046
O	-0.0042	-0.0001	0.004
O	0.001	-0.0028	-0.0005
O	-0.0042	0.0016	0.004
O	-0.0021	-0.005	-0.0015
O	-0.0037	0.0017	0.0006
O	-0.0021	0.006	0.0029
O	-0.0002	-0.0009	0.0089
O	0.0023	0.0008	0.0127
O	0.0038	-0.0064	0.0096
O	0.0066	-0.001	-0.0005
O	0.0002	0.0068	0.0106
O	-0.0069	-0.0025	0.0029
O	0.0122	0.0061	0.0001
O	0.0074	-0.0071	0.014
O	0.0093	-0.0045	0.005
O	-0.0006	0.0035	0.0079
O	-0.0008	-0.0001	0.0082
O	-0.0019	0.0078	0.0038
O	-0.0001	-0.0005	0.0014
O	0.0017	0.0049	0.0056
O	-0.0027	-0.011	0.0052
O	0.001	-0.0016	0.0016
O	0.0051	0.0003	0.0016
O	-0.0005	0.0009	0.002
O	-0.0051	-0.0002	0.0053
O	0.0035	0.0008	0.0102
O	-0.026	-0.0127	-0.0146
O	0.0068	-0.0065	0.0035
O	0.0012	-0.0068	0.0094
O	-0.003	-0.0002	0.0079
O	-0.0018	0.0046	0.0111
O	0.0017	0.0033	0.002
O	-0.0039	0.0061	0.0034
O	-0.0081	0.0027	0.006
O	-0.0024	-0.0026	0.0046
O	-0.0018	-0.0065	0.007
O	-0.0003	0.0018	0.0101
O	0.0012	-0.0027	0.0036
O	0.005	-0.0054	0.0166
O	-0.0011	0.0032	0.0042
O	-0.0076	-0.0009	0.0032
O	-0.0055	-0.0013	0.0035
O	-0.0002	0.0011	0.0052
O	-0.0008	-0.0056	-0.0039
O	-0.002	0.0032	0.0039
O	0.008	0	0.0091
O	-0.001	-0.0004	0.0201
O	0.002	-0.0013	0.0082
O	0.0016	-0.0006	0.0047
O	-0.0058	0.0159	0.0077
O	-0.0067	-0.0042	-0.0017
O	-0.001	0.0006	0.0046

The program warned: the cutoff lies below the one the program advises for these potential files; the forces do not sum to zero within the program's tolerance; the exchange-correlation potential is rough where the density is thin.
